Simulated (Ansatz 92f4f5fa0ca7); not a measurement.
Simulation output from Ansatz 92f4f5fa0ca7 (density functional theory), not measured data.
Periodic cell of 357 atoms, Si241O116, from a study of silicon, its oxide and their interface. The atomic structure is a simulated model.
Doubt: the cutoff is far below the 930 eV that the study's wrapper takes by default for these files, so forces and energies are approximate.

Settings
functional: PBE
potential files: Ansatz PAW
basis: plane waves
wave-function cutoff: 580 eV
density cutoff ratio: 5
exchange-correlation grid ratio: 1
k mesh: 1 x 1 x 1, Gamma-centred
self-consistency stop: 5e-08 eV per atom in the density residual
occupations: fixed
spin: none
net charge: 0

Cell vectors (angstrom)
a  11.6015  0  0
b  0  13.3963  0
c  0  0  40.6844

Atoms: element, x, y, z (angstrom)
Si  0  2.2327  1.1851
Si  3.8672  2.2327  1.1851
Si  7.7343  2.2327  1.1851
Si  1.9336  5.5818  1.1851
Si  5.8008  5.5818  1.1851
Si  9.6679  5.5818  1.1851
Si  0  8.9308  1.1851
Si  3.8672  8.9308  1.1851
Si  7.7343  8.9308  1.1851
Si  1.9336  12.2799  1.1851
Si  5.8008  12.2799  1.1851
Si  9.6679  12.2799  1.1851
Si  1.9336  1.1164  1.9745
Si  5.8008  1.1164  1.9745
Si  9.6679  1.1164  1.9745
Si  0  4.4654  1.9745
Si  3.8672  4.4654  1.9745
Si  7.7343  4.4654  1.9745
Si  1.9336  7.8145  1.9745
Si  5.8008  7.8145  1.9745
Si  9.6679  7.8145  1.9745
Si  0  11.1635  1.9745
Si  3.8672  11.1635  1.9745
Si  7.7343  11.1635  1.9745
Si  1.9336  1.1164  4.3426
Si  5.8008  1.1164  4.3426
Si  9.6679  1.1164  4.3426
Si  0  4.4654  4.3426
Si  3.8672  4.4654  4.3426
Si  7.7343  4.4654  4.3426
Si  1.9336  7.8145  4.3426
Si  5.8008  7.8145  4.3426
Si  9.6679  7.8145  4.3426
Si  0  11.1635  4.3426
Si  3.8672  11.1635  4.3426
Si  7.7343  11.1635  4.3426
Si  0  0  36.3438
Si  3.8672  0  36.3438
Si  7.7343  0  36.3438
Si  1.9336  3.3491  36.3438
Si  5.8008  3.3491  36.3438
Si  9.6679  3.3491  36.3438
Si  0  6.6981  36.3438
Si  3.8672  6.6981  36.3438
Si  7.7343  6.6981  36.3438
Si  1.9336  10.0472  36.3438
Si  5.8008  10.0472  36.3438
Si  9.6679  10.0472  36.3438
Si  0  0  38.712
Si  3.8672  0  38.712
Si  7.7343  0  38.712
Si  1.9336  3.3491  38.712
Si  5.8008  3.3491  38.712
Si  9.6679  3.3491  38.712
Si  0  6.6981  38.712
Si  3.8672  6.6981  38.712
Si  7.7343  6.6981  38.712
Si  1.9336  10.0472  38.712
Si  5.8008  10.0472  38.712
Si  9.6679  10.0472  38.712
Si  0  2.2327  39.5013
Si  3.8672  2.2327  39.5013
Si  7.7343  2.2327  39.5013
Si  1.9336  5.5818  39.5013
Si  5.8008  5.5818  39.5013
Si  9.6679  5.5818  39.5013
Si  0  8.9308  39.5013
Si  3.8672  8.9308  39.5013
Si  7.7343  8.9308  39.5013
Si  1.9336  12.2799  39.5013
Si  5.8008  12.2799  39.5013
Si  9.6679  12.2799  39.5013
Si  0.2897  0.1128  29.3721
Si  3.8585  0.0416  29.2119
Si  8.1871  0.1139  28.7241
Si  1.8653  3.325  29.3915
Si  5.6456  3.2698  28.9533
Si  7.6217  2.2406  29.6546
Si  1.891  5.5818  29.9918
Si  3.7846  6.6191  29.1368
Si  7.4886  6.6421  29.3621
Si  2.0597  10.1568  29.2564
Si  5.5516  9.9187  29.3499
Si  9.8858  10.4225  28.8648
Si  0.2075  2.1565  30.4036
Si  3.8289  2.2356  29.9892
Si  9.3641  3.5868  28.9578
Si  0.3221  6.9361  28.9201
Si  5.6209  5.4434  29.9324
Si  9.394  5.5979  30.0862
Si  0.0914  9.123  29.7638
Si  3.7262  8.7676  30.0608
Si  7.4417  8.8258  30.1349
Si  2.0853  12.2886  30.1188
Si  5.6456  12.1586  29.9504
Si  9.896  12.4772  29.9675
Si  -0.035  2.2434  32.669
Si  3.849  2.2344  32.3777
Si  7.7195  2.2268  32.1877
Si  1.9073  5.6029  32.3753
Si  5.7536  5.5487  32.336
Si  9.6473  5.5902  32.4131
Si  -0.0295  8.9633  32.2302
Si  3.831  8.8924  32.419
Si  7.7111  8.9418  32.4497
Si  1.954  12.2911  32.4592
Si  5.8121  12.2832  32.335
Si  9.6943  12.3204  32.3409
Si  1.9481  1.1203  33.2636
Si  5.8161  1.1285  33.1324
Si  9.5844  1.1183  33.1927
Si  -0.0104  4.5137  33.2364
Si  3.8291  4.4637  33.1962
Si  7.7066  4.4288  33.1361
Si  1.8611  7.8316  33.173
Si  5.7798  7.7808  33.1939
Si  9.672  7.8366  33.1633
Si  -0.0105  11.1576  33.1585
Si  3.8986  11.1496  33.1934
Si  7.7463  11.195  33.1578
Si  1.9436  1.115  35.601
Si  5.8063  1.1187  35.5236
Si  9.6483  1.1172  35.5554
Si  -0.001  4.4773  35.5809
Si  3.8622  4.4658  35.5605
Si  7.7289  4.4555  35.5239
Si  1.9202  7.8174  35.5459
Si  5.797  7.8061  35.5586
Si  9.6769  7.8203  35.5376
Si  -0.0033  11.1585  35.5377
Si  3.8733  11.1611  35.5598
Si  7.7373  11.1707  35.5369
Si  -0.0012  -0.0046  5.1328
Si  3.8712  0.0027  5.1256
Si  7.7339  0.0014  5.1493
Si  1.9355  3.3427  5.1307
Si  5.7953  3.3528  5.1592
Si  9.6725  3.3506  5.1481
Si  0.0006  6.6966  5.1105
Si  3.8759  6.6957  5.1375
Si  7.7332  6.6988  5.1496
Si  1.9393  10.0523  5.1291
Si  5.8065  10.047  5.1261
Si  9.6596  10.0529  5.1342
Si  0.0011  -0.0238  7.4995
Si  3.8945  0.0152  7.4862
Si  7.7324  0.0177  7.5269
Si  1.9465  3.3147  7.4951
Si  5.7831  3.372  7.543
Si  9.6854  3.37  7.5326
Si  0.0388  6.6974  7.4607
Si  3.9056  6.6986  7.5056
Si  7.7416  6.6951  7.5266
Si  1.9593  10.0684  7.4885
Si  5.8415  10.0449  7.4905
Si  9.6406  10.0755  7.4988
Si  0.0159  2.1972  8.323
Si  3.8684  2.2167  8.3568
Si  7.7245  2.2676  8.305
Si  1.9704  5.5555  8.2454
Si  5.8236  5.5813  8.4013
Si  9.7118  5.6336  8.323
Si  -0.0104  8.9512  8.1877
Si  3.9037  8.943  8.2796
Si  7.7534  8.9155  8.3588
Si  1.9768  12.3113  8.3041
Si  5.795  12.2722  8.3074
Si  9.6536  12.3036  8.3639
Si  0.063  2.1041  10.7162
Si  3.7793  2.1521  10.7626
Si  7.9154  2.4552  10.6771
Si  1.7627  5.6381  10.5984
Si  5.9107  5.6008  10.8265
Si  9.7924  5.5255  10.7048
Si  0  9.1204  10.509
Si  3.895  8.9053  10.6436
Si  7.7083  8.9368  10.7697
Si  2.0233  12.3442  10.6937
Si  5.7491  12.1384  10.6865
Si  9.619  12.3513  10.7818
Si  1.9297  1.0828  11.659
Si  5.4637  0.8334  11.6673
Si  9.6509  1.1924  11.4884
Si  0.0173  4.3142  11.359
Si  4.2216  4.2223  11.7562
Si  7.8759  4.6105  11.5449
Si  1.8532  7.8867  11.1681
Si  5.7696  7.8304  11.5741
Si  9.7895  8.3396  11.7479
Si  0.0537  11.2863  11.2565
Si  3.8263  11.0787  11.5309
Si  7.7057  11.1547  11.4688
O  3.7118  10.9938  13.2119
O  9.9388  8.8619  13.3338
O  5.7203  7.9852  13.2708
O  7.9905  4.6886  13.2283
O  0.0846  4.2068  13.032
O  5.3395  0.4253  13.2675
O  9.3075  1.4118  13.1382
O  0.3765  10.9713  12.8727
O  4.3947  3.9417  13.394
O  1.9859  1.1627  13.3696
O  7.5884  11.0611  13.1292
O  1.959  7.8535  12.8193
O  9.7  10.9205  27.2783
O  2.2354  10.4567  27.6163
O  5.4775  9.7526  27.6906
O  12.3415  6.7829  27.321
O  7.8053  6.6634  27.724
O  8.5595  13.2897  27.0736
O  8.5872  9.4803  29.119
O  0.4434  0.5743  27.7504
O  9.5528  3.9355  27.3396
O  3.8552  6.7271  27.4465
O  1.3925  3.1258  27.7803
O  3.7437  0.0262  27.5294
Si  6.9396  9.1021  19.3383
Si  5.8116  4.5608  22.2753
Si  3.6157  0.7833  26.0839
Si  4.8588  7.8538  17.4646
Si  7.7426  4.5005  24.8016
Si  3.789  5.9437  26.0132
Si  0.7555  6.2366  25.7832
Si  0.2576  9.194  16.0287
Si  6.2616  3.2806  19.6217
Si  9.9168  0.7286  14.4809
Si  7.8667  5.5474  14.6093
Si  3.7515  -1.0097  19.1385
Si  8.6768  11.8134  26.3554
Si  -0.3134  0.3959  19.6511
Si  2.1193  7.292  14.3143
Si  -0.0354  11.6603  14.2744
Si  5.3625  3.2935  26.5671
Si  9.9401  4.4102  16.6438
Si  4.4834  4.7526  17.5537
Si  9.4542  8.2009  20.2447
Si  3.7002  3.4769  14.7877
Si  5.3083  7.2505  14.6713
Si  10.8371  8.613  25.2813
Si  5.1213  7.1678  23.4603
Si  1.256  0.8024  14.8038
Si  8.118  7.2882  26.2678
Si  0.8823  1.8709  26.8499
Si  4.1781  11.1792  14.7656
Si  2.5918  12.1643  24.1324
Si  3.939  2.6304  21.2823
Si  5.0189  0.6296  14.8439
Si  7.5108  8.768  22.2981
Si  1.8452  14.4984  17.8099
Si  7.2969  10.7023  14.6841
Si  9.5487  11.3901  20.6457
Si  7.6746  13.3309  16.314
Si  1.6406  10.1907  26.1328
Si  2.7156  9.9355  17.2828
Si  3.8176  9.5825  24.2482
Si  10.3542  3.7338  25.9226
Si  9.362  10.7535  23.6077
Si  6.9903  12.0485  19.0404
Si  9.344  2.897  19.1663
Si  -0.8343  5.4857  19.2858
Si  9.3325  8.387  14.7856
Si  2.1863  0.0968  21.5027
Si  2.0105  3.9705  19.2712
Si  6.2431  9.8288  26.2632
Si  0.7207  4.4743  14.4969
O  0.8262  0.6515  20.7994
O  9.8467  11.5168  22.2537
O  2.0663  3.575  14.737
O  11.1705  4.1756  15.609
O  7.0794  10.5027  18.5007
O  1.4431  8.4398  15.2357
O  2.1498  1.4781  25.907
O  3.7183  13.1126  24.8481
O  1.5629  -1.8029  25.2789
O  0.1761  9.5184  26.2634
O  7.0555  8.4623  25.9662
O  9.1914  3.7348  24.7626
O  4.1358  12.7299  15.2733
O  6.2925  5.9399  14.8552
O  5.6728  3.8471  18.2098
O  10.3868  5.6076  17.687
O  4.0385  8.3643  23.1861
O  4.257  4.3565  16.015
O  5.1155  2.24  20.1838
O  8.0326  11.9974  20.3251
O  9.872  9.8145  20.2136
O  8.2357  8.1114  19.1379
O  1.2012  6.0082  14.6418
O  7.5819  13.1183  17.9371
O  6.3469  0.7017  15.7805
O  1.07  9.7022  17.3827
O  1.7508  -0.5158  22.9485
O  5.3969  12.4042  19.3248
O  6.7634  3.721  25.8541
O  2.6361  9.1764  25.3083
O  10.5971  12.3435  19.8648
O  1.1755  12.5737  14.8534
O  4.202  4.3856  26.227
O  9.2545  11.8488  24.8175
O  8.742  6.9068  14.5377
O  3.2014  0.3307  18.3439
O  7.0437  4.4666  23.3287
O  -0.2525  1.4327  14.8266
O  10.4794  8.287  15.9925
O  3.2613  11.028  18.3665
O  5.5182  8.1921  16.0036
O  3.1821  10.4028  15.7887
O  4.8427  1.86  25.9663
O  1.9546  1.2498  16.2023
O  8.9476  0.8222  15.797
O  10.2248  12.5631  14.0874
O  7.7392  2.6291  19.3909
O  10.3927  9.5448  24.0194
O  3.3656  10.9068  23.4183
O  4.8765  6.6252  24.9872
O  7.9863  6.0547  25.211
O  6.3999  4.4707  20.7503
O  0.4776  13.6876  18.2142
O  8.5359  4.6993  15.8499
O  5.6936  10.6149  14.916
O  10.1881  1.6048  19.7029
O  5.164  9.9619  25.0568
O  -0.3411  10.5423  15.3753
O  3.689  6.9307  14.6346
O  3.0667  4.7588  18.3366
O  9.5956  7.9754  26.1231
O  0.7114  4.9446  19.4962
O  6.7296  9.3298  20.9604
O  8.0922  9.3663  15.1724
O  11.4114  4.9303  25.6373
O  2.2967  5.9296  25.3609
O  4.9567  5.9487  22.4063
O  7.9279  10.028  23.2569
O  4.2033  1.9796  15.1083
O  11.7548  7.3672  24.7558
O  2.9911  -1.004  20.5911
O  6.6095  7.7761  23.2034
O  10.5338  6.9929  19.9399
O  8.8346  7.9489  21.7558
O  1.6593  15.9715  18.4982
O  3.3501  8.4567  17.5757
O  9.6791  3.0808  17.5684
O  -1.8142  4.3065  19.9107
O  5.6163  8.4197  18.7645
O  7.8496  11.8741  15.6504
O  3.225  1.3001  21.831
O  7.2017  11.1341  26.2461
O  2.7803  3.6196  20.6702
O  11.2186  2.3468  25.9169
O  4.7263  3.3574  22.5217
O  4.9793  6.2685  17.6225
O  -1.4998  6.7288  11.833
O  2.9276  5.2282  11.7338
O  18.5315  12.4829  28.9453
O  18.3456  -11.5596  11.6787
O  10.6015  16.0207  29.3563
O  10.3767  -6.9445  29.0498

Results
free energy: -219172.165 eV
free energy less fixed offsets of O -568.88, Si -635.61 eV per atom: -0.075 eV

Forces (eV/angstrom), in the order of the atoms: element, x, y, z
Si  -0.001  0.0057  0.0047
Si  0.0001  0.0028  0.0086
Si  -0.0042  0.0014  -0.0029
Si  -0.0018  0.0017  0.0016
Si  -0.0033  0.017  0.0137
Si  -0.0013  -0.0021  0.0214
Si  -0.0021  0.0252  0.0068
Si  0.0018  0.0055  0.0026
Si  -0.0024  -0.0109  0.0047
Si  -0.0007  0.0145  0.0098
Si  0.0025  -0.0297  -0.0103
Si  -0.0075  -0.0133  0.0045
Si  -0.005  -0.0314  0.0022
Si  0.0229  0.0232  0.0007
Si  -0.0087  0.0092  -0.0044
Si  0.0059  -0.0305  0.001
Si  -0.0036  -0.0136  0.0014
Si  -0.003  -0.0203  -0.0041
Si  0.0316  -0.0034  -0.0065
Si  0.0158  -0.015  0.0073
Si  -0.0175  0.0048  -0.0018
Si  -0.0101  -0.0241  0.0035
Si  0.0281  0.0034  0.0036
Si  -0.0078  0.0361  0.0139
Si  -0.0104  -0.0288  -0.0149
Si  0.0484  0.0607  0.0864
Si  -0.0188  0.0035  0.1323
Si  0.0243  -0.0677  -0.0125
Si  0.0227  -0.0196  0.045
Si  -0.0228  0.0052  0.1874
Si  0.0876  0.0131  0.0472
Si  0.0524  -0.0108  -0.0055
Si  -0.081  0.0356  0.087
Si  -0.0195  -0.0122  0.0231
Si  0.0552  0.0117  -0.0058
Si  -0.0076  0.0514  -0.0703
Si  -0.1161  -0.0604  -0.1372
Si  0.2235  -0.0274  0.0307
Si  -0.1224  -0.0079  0.0889
Si  -0.0005  0.0762  0.1426
Si  -0.0121  -0.0581  -0.0922
Si  -0.0946  0.0164  -0.0642
Si  -0.0229  0.1059  0.1966
Si  -0.1265  0.0152  -0.0543
Si  0.0849  -0.0594  -0.2359
Si  -0.0403  0.0071  -0.0718
Si  0.0803  0.0004  -0.0718
Si  -0.0134  0.0239  -0.064
Si  -0.0475  -0.0091  0.0072
Si  0.0762  -0.008  -0.0012
Si  -0.0473  -0.0061  -0.0143
Si  -0.0017  0.0298  0.0028
Si  0.0093  -0.0045  -0.003
Si  -0.0285  0.0124  0.0068
Si  -0.0171  0.0576  -0.0122
Si  -0.0449  0.0162  0.0025
Si  0.0293  -0.0278  0.0118
Si  -0.0097  0.0091  -0.006
Si  0.0394  -0.0012  0.0025
Si  -0.0069  0.0126  -0.0012
Si  0.0065  0.0001  -0.0149
Si  -0.0045  -0.0035  -0.0056
Si  0.0054  -0.0066  -0.0018
Si  -0.0066  -0.003  0.0126
Si  -0.0006  -0.015  -0.0316
Si  0.0137  0.0027  0.001
Si  -0.001  -0.0302  0.0106
Si  0.0015  -0.0041  -0.0149
Si  0  0.0212  -0.0105
Si  0.0067  -0.0158  -0.0307
Si  0.002  0.0275  0.0308
Si  -0.0039  0.0077  -0.001
Si  0.3545  0.0787  -0.519
Si  0.0009  0.2077  -0.7311
Si  0.3693  -0.2366  -0.6155
Si  0.0253  0.1218  -0.6494
Si  -0.0085  0.1084  0.141
Si  -0.2164  -0.041  0.1846
Si  -0.0986  -0.1008  0.1118
Si  0.1032  0.1095  -0.6758
Si  -0.0047  0.0703  -0.4177
Si  0.1495  0.2956  -0.4335
Si  -0.1396  -0.2218  -0.369
Si  0.0589  0.3251  -0.3926
Si  -0.1408  -0.1894  0.0331
Si  0.1812  0.0043  0.1207
Si  -0.1854  0.2996  -0.6414
Si  0.1736  0.0349  -0.6848
Si  0.0585  -0.2251  0.1551
Si  -0.0344  0.0097  -0.167
Si  -0.2312  -0.0543  0.0437
Si  0.024  -0.0009  0.3412
Si  0.031  0.1621  -0.2928
Si  -0.1361  -0.1295  0.305
Si  -0.0119  -0.0953  -0.0744
Si  -0.1855  -0.0921  0.0627
Si  -0.0125  0.0299  -0.1046
Si  0.0648  0.0333  0.0055
Si  -0.0386  -0.0217  -0.1717
Si  0.1128  -0.0459  0.0617
Si  0.0257  -0.0425  0.0301
Si  0.0432  0.0079  0.0971
Si  0.0293  0.0432  -0.048
Si  -0.0724  0.0083  0.05
Si  -0.0394  -0.0178  0.0275
Si  0.0232  -0.0268  0.0853
Si  -0.0748  0.0918  0.0252
Si  0.0089  -0.0376  0.0064
Si  0.047  -0.0821  -0.1205
Si  -0.0806  0.0052  -0.1241
Si  0.06  -0.001  -0.0306
Si  -0.0301  0.033  -0.038
Si  0.0549  0.0442  -0.147
Si  -0.0989  0.0457  -0.2526
Si  0.1138  0.0573  -0.1019
Si  -0.0842  -0.0217  -0.149
Si  0.0433  0.0224  -0.1308
Si  0.0932  0.017  -0.0732
Si  -0.1271  -0.0038  -0.1172
Si  0.0728  0.0149  -0.0808
Si  0.0029  0.0101  -0.0154
Si  0.0294  0.0208  0.0123
Si  -0.0451  -0.0116  0.0462
Si  0.0201  0.0564  0.0364
Si  0.0271  -0.0185  -0.0088
Si  0.004  -0.0244  0.0474
Si  -0.0324  -0.0305  0.0213
Si  -0.0027  -0.0198  -0.0039
Si  0.0015  0.002  0.0494
Si  0.0119  -0.0217  0.0199
Si  0.0026  -0.0392  -0.0182
Si  0.0223  0.0196  0.0222
Si  0.001  -0.0022  -0.0081
Si  0.008  0.0305  -0.0198
Si  -0.0125  0.0073  -0.0286
Si  0.0011  -0.0289  -0.0263
Si  -0.0205  0.0193  -0.0471
Si  -0.0086  0.046  0.0237
Si  0.0376  -0.0175  -0.0166
Si  0.003  0.0003  -0.0239
Si  -0.0116  -0.0122  -0.0326
Si  -0.005  0.0263  -0.0339
Si  0.0297  -0.0072  0.0132
Si  -0.0338  0.038  -0.0336
Si  0.0162  0.0692  0.1932
Si  -0.0807  -0.0395  0.0788
Si  0.005  -0.0212  0.1492
Si  -0.0257  0.0072  0.1088
Si  0.0129  -0.0335  0.1024
Si  0.0709  -0.0143  0.1801
Si  -0.084  0.0526  0.1341
Si  0.0694  -0.0112  0.1833
Si  0.0444  0.0009  0.1436
Si  0.0302  0.0061  0.1911
Si  -0.0459  -0.0179  0.0948
Si  0.0392  0.0001  0.106
Si  -0.0379  -0.0619  -0.065
Si  -0.0379  -0.0322  -0.0135
Si  0.0581  0.0541  0.1186
Si  0.0854  -0.109  0.0657
Si  0.0056  0.109  -0.0536
Si  -0.0191  0.0167  -0.0924
Si  0.0057  0.0041  -0.0033
Si  0.0318  0.0638  -0.0748
Si  -0.0546  0.0263  -0.0076
Si  -0.0288  0.0595  -0.0322
Si  0.0312  -0.0957  0.0087
Si  0.0707  -0.0097  -0.0029
Si  -0.1101  -0.0535  -0.3017
Si  0.0328  0.0708  -0.3018
Si  -0.1591  -0.1254  -0.1457
Si  -0.0362  0.2578  -0.0461
Si  -0.1286  -0.2193  -0.2502
Si  -0.0696  -0.0855  0.0619
Si  -0.1135  0.0158  -0.3608
Si  -0.2646  -0.012  -0.3504
Si  0.1865  -0.2537  -0.3262
Si  -0.1188  0.0407  -0.3637
Si  -0.0206  0.3155  -0.3015
Si  0.0114  -0.0994  -0.3288
Si  -0.0253  0.16  0.8494
Si  0.1123  -0.396  0.6428
Si  -0.0613  0.1809  0.5069
Si  0.1875  -0.3217  0.7635
Si  0.1679  0.0013  1.0724
Si  0.1806  0.2798  0.6453
Si  0.0461  0.0684  0.5964
Si  -0.0068  0.1049  0.8159
Si  0.107  0.1854  0.691
Si  0.3059  -0.0965  0.4315
Si  -0.0716  -0.2461  0.6897
Si  -0.0621  -0.0438  0.7111
O  -0.0134  0.0836  -0.5627
O  0.0262  0.0517  -0.6385
O  0.1212  0.0613  -0.826
O  -0.1093  -0.1804  -0.6003
O  -0.1193  0.0196  -0.4675
O  -0.0178  0.0587  -0.5193
O  0.0977  -0.0698  -0.4771
O  -0.2023  0.1829  -0.2133
O  0.206  0.1312  -0.7817
O  0.0089  -0.0709  -0.9122
O  0.1302  0.1083  -0.4161
O  -0.0246  0.0378  -0.2852
O  0.212  -0.2712  0.3846
O  -0.1082  -0.1495  0.361
O  0.0277  0.0649  0.2375
O  -0.0178  0.2433  0.5178
O  -0.1727  -0.0337  0.3813
O  -0.2007  0.4721  0.6854
O  -0.2114  -0.2054  0.3749
O  -0.1364  -0.3317  0.3777
O  -0.1218  -0.0991  0.5868
O  -0.0692  -0.0324  0.6575
O  0.2922  0.2207  0.4239
O  0.0607  -0.0385  0.4749
Si  -0.0955  -0.0289  0.0358
Si  -0.0373  0.09  -0.0742
Si  0.071  -0.2106  -0.15
Si  -0.1896  -0.008  0.1889
Si  -0.0795  -0.0522  -0.1757
Si  0.1596  0.0107  -0.194
Si  -0.2207  0.001  -0.2939
Si  0.1336  -0.0759  0.314
Si  -0.0603  0.2053  -0.1124
Si  0.1113  -0.0281  0.4622
Si  0.2252  -0.0088  0.4288
Si  -0.1176  -0.0791  -0.0212
Si  -0.0075  -0.1533  -0.1575
Si  0.1111  -0.0104  -0.0682
Si  -0.1258  0.017  0.3354
Si  0.0196  -0.185  0.3102
Si  0.043  0.0963  -0.0662
Si  -0.0147  0.0383  0.1128
Si  0.1009  0.0724  0.2115
Si  -0.1418  -0.0246  0.0877
Si  -0.0113  0.0446  0.2663
Si  -0.1384  -0.1329  0.4461
Si  0.0247  -0.0896  -0.3523
Si  -0.122  0.2594  -0.2713
Si  0.0536  0.107  0.2454
Si  0.0776  -0.0188  -0.1973
Si  -0.1485  -0.0101  -0.1066
Si  -0.0952  -0.021  0.3482
Si  0.0876  -0.2364  -0.1751
Si  0.0352  -0.0049  -0.0237
Si  0.1635  0.0528  0.2865
Si  -0.0204  0.0199  0.0171
Si  0.0025  -0.0382  0.2086
Si  0.0348  0.0751  0.3595
Si  0.0468  -0.0489  0.0942
Si  -0.1714  -0.026  0.0164
Si  0.1953  0.0591  -0.3586
Si  -0.1914  -0.2408  0.2555
Si  -0.138  0.0823  -0.2943
Si  -0.0474  -0.0046  -0.1459
Si  -0.1043  -0.1539  -0.2057
Si  0.0112  -0.1115  -0.0693
Si  -0.0008  0.0132  -0.1777
Si  -0.0153  0.0263  -0.1696
Si  0.1142  -0.1612  0.398
Si  -0.0271  -0.1658  0.0881
Si  0.1084  0.0324  -0.0909
Si  -0.0835  -0.0134  -0.3665
Si  0.0067  0.1575  0.2836
O  -0.0155  0.0416  0.054
O  -0.0079  0.0387  -0.0074
O  -0.022  -0.1585  -0.1033
O  0.159  -0.0116  -0.1445
O  0.0246  0.0409  0.001
O  0.1918  -0.0982  -0.1972
O  -0.1408  0.0403  0.0222
O  0.0787  0.1962  0.2153
O  -0.0154  -0.0136  0.1579
O  -0.1007  -0.0375  0.2248
O  0.0147  0.0353  0.0993
O  0.0592  -0.0408  0.0992
O  -0.0415  0.0686  -0.0928
O  -0.0685  0.0493  -0.2014
O  0.0142  -0.0706  0.0172
O  0.0246  -0.0202  0.0194
O  0.0778  -0.0999  0.1396
O  -0.093  -0.0483  -0.1474
O  -0.0081  -0.0506  0.0248
O  0.0165  0.0004  0.0383
O  0.0566  0.0406  -0.0931
O  0.0718  0.0409  -0.0111
O  -0.054  -0.0543  -0.171
O  -0.0069  -0.0208  -0.0513
O  -0.1125  0.0176  -0.1216
O  0.0101  0.03  -0.132
O  -0.0133  0.0747  -0.0009
O  0.0327  0.0243  -0.0119
O  -0.0263  -0.1038  0.1554
O  -0.0367  0.0029  0.187
O  -0.0076  -0.044  -0.054
O  0.0049  -0.0633  -0.1523
O  -0.0138  -0.038  0.1069
O  -0.0665  0.0677  0.2458
O  -0.016  -0.0341  -0.1211
O  -0.0109  0.0621  -0.0681
O  0.0648  -0.0146  0.091
O  -0.0949  0.0324  -0.1319
O  -0.1632  -0.0007  -0.202
O  0.0396  0.0679  -0.0237
O  0.048  -0.1076  -0.2588
O  0.1641  0.1377  -0.2959
O  0.0425  0.0035  0.1273
O  -0.1119  -0.0509  -0.195
O  0.248  0.0636  -0.2463
O  -0.1013  -0.0141  -0.2032
O  0.0333  -0.0528  0.0536
O  -0.0131  0.0193  0.1487
O  -0.0581  0.0359  0.1635
O  -0.0979  -0.0632  0.208
O  0.0243  0.1484  0.0996
O  -0.0129  -0.0209  0.0098
O  -0.0524  0.017  -0.0203
O  -0.1972  0.0791  -0.2372
O  0.0936  -0.0397  -0.1615
O  -0.01  0.0192  0.0626
O  0.2463  0.0244  0.3045
O  -0.0591  0.239  -0.2182
O  0.0489  0.031  -0.1313
O  -0.0573  -0.026  -0.021
O  -0.0385  0.0323  0.1588
O  -0.0105  -0.0087  0.0434
O  -0.0027  0.0316  0.0127
O  -0.0601  0.0709  -0.1493
O  0.0334  0.0047  0.0833
O  0.0444  0.0186  0.114
O  0.0386  -0.0878  0.0446
O  0.0387  0.0365  0.0186
O  -0.0628  -0.0315  -0.1541
O  0.0546  -0.0761  0.1206
O  -0.0086  0.0403  0.0384
O  -0.0038  -0.03  0.0645
O  0.0343  0.0134  0.0103
O  0.0455  -0.0327  -0.0593
O  -0.0112  -0.0286  -0.0356
O  0.0694  0.0493  -0.0568
O  -0.0198  -0.0044  0.0154
O  0.0216  0.0212  0.1165
O  0.0597  0.0345  -0.0286
O  0.0178  -0.1176  -0.1129
O  0.0116  0.063  0.0157
O  0.1087  0.0759  0.0962
O  -0.0234  0.0162  0.1124
O  0.1782  -0.1501  0.2264
O  -0.06  -0.0339  -0.0329
O  0.0192  0.01  -0.0034
O  -0.0847  -0.0171  -0.4922
O  -0.2857  0.0312  -0.6369
O  -0.1332  0.121  0.3864
O  0.1739  0.1353  -0.4732
O  0.1636  -0.1724  0.3652
O  -0.0004  -0.2719  0.476

The program warned: the cutoff lies below the one the program advises for these potential files; the forces do not sum to zero within the program's tolerance; the exchange-correlation potential is rough where the density is thin.
